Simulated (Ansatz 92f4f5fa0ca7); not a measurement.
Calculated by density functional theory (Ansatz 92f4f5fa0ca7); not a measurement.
Periodic cell of 213 atoms, Si132O80H1, from a study of silicon, its oxide and their interface. The atomic structure is a simulated model.
Doubt: the cutoff is far below the 930 eV that the study's wrapper takes by default for these files, so forces and energies are approximate.

Settings
functional: PBE
potential files: Ansatz PAW
basis: plane waves
wave-function cutoff: 580 eV
density cutoff ratio: 5
exchange-correlation grid ratio: 1
k mesh: 1 x 1 x 1, Gamma-centred
self-consistency stop: 5e-08 eV per atom in the density residual
occupations: fixed
spin: none
net charge: +1 e, with a uniform compensating background and no finite-size correction

Cell vectors (angstrom)
a 10.938 0 0
b 0 10.938 0
c 0 0 31.6921

Atoms and the computed forces on them: element, x, y, z (angstrom), force x, y, z (eV/angstrom)
Si -0.4308 0.3903 24.2719 0.5434 -0.4429 -0.1304
Si 6.2018 -0.6137 24.2512 -0.4525 0.5563 -0.2222
Si 2.1181 3.3486 24.3247 0.3503 -0.3835 -0.0841
Si 8.6467 2.0608 24.2274 -0.5493 0.291 -0.0968
Si 0.4757 5.071 24.1871 -0.3548 0.5522 -0.3468
Si 4.746 6.1327 24.2701 0.5429 -0.5098 -0.3105
Si 3.0721 7.8889 24.4063 -0.5324 0.5222 -0.1253
Si 7.7597 8.5324 24.2486 0.4249 -0.661 -0.2513
Si 1.2589 1.48 25.5485 0.0585 0.004 0.0007
Si 6.9409 1.2156 25.6326 -0.0435 0.058 -0.0524
Si 4.0207 4.1942 25.4951 -0.0453 -0.0341 -0.1437
Si 9.5397 4.0536 25.3218 0.1036 -0.0806 0.0532
Si 1.3677 6.7819 25.5852 0.0241 -0.0191 0.0819
Si 6.704 6.8515 25.5158 -0.0658 0.0485 -0.1032
Si 4.2165 9.6066 25.5016 0.127 0.0495 0.0015
Si 9.5271 9.5507 25.4975 -0.0369 -0.014 0.0498
Si 2.7447 0.0544 26.8181 -0.1477 -0.099 0.0661
Si 8.2606 -0.0745 27.0007 0.0151 -0.1133 0.1097
Si -0.0884 2.8063 26.9312 0.0732 0.0061 -0.0793
Si 5.4656 2.7312 26.812 0.0407 0.0394 0.0966
Si 2.7285 5.4687 26.9812 -0.0015 -0.0067 0.03
Si 8.172 5.4393 26.7864 0.0256 0.0688 -0.0109
Si -0.0143 8.1979 26.8667 0.015 0.0497 -0.0136
Si 5.4664 8.2212 26.9681 -0.0376 0.1053 -0.0657
Si 4.1018 1.3673 28.2738 0.0065 0.1834 -0.5092
Si 9.5708 1.3673 28.2738 0.0378 0.1103 0.4439
Si 1.3673 4.1018 28.2738 -0.299 -0.0128 0.3793
Si 6.8362 4.1018 28.2738 -0.0197 -0.1487 -0.6506
Si 4.1018 6.8362 28.2738 -0.0352 0.1308 0.4711
Si 9.5708 6.8362 28.2738 -0.2583 -0.2269 -0.6297
Si 1.3673 9.5708 28.2738 0.1837 0.1472 -0.6351
Si 6.8362 9.5708 28.2738 0.058 -0.2075 0.7367
Si 0 0 29.6411 0.0653 0.171 0.0042
Si 5.469 0 29.6411 0.1168 -0.0538 -0.0164
Si 2.7345 2.7345 29.6411 -0.1027 -0.01 -0.013
Si 8.2035 2.7345 29.6411 -0.0128 -0.1576 0.0155
Si 0 5.469 29.6411 0.0838 -0.0768 0.0113
Si 5.469 5.469 29.6411 -0.0321 0.0906 -0.0106
Si 2.7345 8.2035 29.6411 0.061 -0.0519 0.025
Si 8.2035 8.2035 29.6411 -0.1844 -0.0181 0.0439
Si 1.3673 1.3673 31.0083 0.0701 -0.0883 0.026
Si 6.8362 1.3673 31.0083 -0.0651 0.0775 -0.0212
Si 4.1018 4.1018 31.0083 0.0237 -0.0167 -0.0042
Si 9.5708 4.1018 31.0083 -0.0464 0.0733 -0.0356
Si 1.3673 6.8362 31.0083 -0.0931 0.0501 -0.0172
Si 6.8362 6.8362 31.0083 0.1073 -0.0383 0.0277
Si 4.1018 9.5708 31.0083 -0.0492 0.0824 -0.0297
Si 9.5708 9.5708 31.0083 0.0339 -0.0695 -0.0134
Si 2.7345 0 0.6835 0.0275 -0.0619 0.0259
Si 8.2035 0 0.6835 -0.0445 0.0441 -0.0193
Si 0 2.7345 0.6835 -0.0257 0.0229 -0.0072
Si 5.469 2.7345 0.6835 0.053 -0.0686 0.025
Si 2.7345 5.469 0.6835 -0.0339 0.0587 -0.0144
Si 8.2035 5.469 0.6835 0.0337 -0.0877 0.0273
Si 0 8.2035 0.6835 0.0758 -0.0198 0.0348
Si 5.469 8.2035 0.6835 -0.039 0.0161 -0.0103
Si 4.1018 1.3673 2.0507 0.0113 0.0783 -0.0485
Si 9.5708 1.3673 2.0507 -0.0096 -0.1045 0.056
Si 1.3673 4.1018 2.0507 0.0361 0.0067 0.0452
Si 6.8362 4.1018 2.0507 -0.0471 0.0524 -0.0575
Si 4.1018 6.8362 2.0507 0.0329 -0.0475 0.04
Si 9.5708 6.8362 2.0507 -0.0636 0.0356 -0.0741
Si 1.3673 9.5708 2.0507 -0.012 0.134 -0.0694
Si 6.8362 9.5708 2.0507 0.0873 -0.0307 0.0413
Si 0 0 3.418 0.3706 -0.2283 -0.5797
Si 5.469 0 3.418 -0.2633 0.161 0.6536
Si 2.7345 2.7345 3.418 0.2179 -0.1548 -0.2806
Si 8.2035 2.7345 3.418 -0.3485 -0.0599 0.3671
Si 0 5.469 3.418 0.1211 0.2845 0.4582
Si 5.469 5.469 3.418 0.0969 -0.2134 -0.5463
Si 2.7345 8.2035 3.418 0.0699 0.3092 0.5957
Si 8.2035 8.2035 3.418 0.1485 -0.1226 -0.6689
Si 1.414 1.3219 4.7357 -0.0262 0.0039 -0.0862
Si 6.8009 1.3843 4.8734 0.0732 -0.0465 -0.0254
Si 4.1395 4.0853 4.7589 0.0528 0.1582 0.0517
Si 9.5545 4.1038 4.7906 0.0426 -0.0376 0.0668
Si 1.3986 6.8652 4.8627 -0.1017 -0.0406 0.0196
Si 6.8261 6.8464 4.7049 -0.1773 -0.1039 -0.1469
Si 4.0747 9.6156 4.9078 -0.0209 0.0497 -0.076
Si 9.6395 9.5002 4.6976 0.0313 0.0697 -0.0487
Si 2.656 0.0843 6.351 0.0105 -0.0714 -0.0978
Si 8.3034 -0.0749 6.0077 -0.0059 -0.1118 0.1422
Si 0.0661 2.7141 6.0272 0.0599 0.0857 0.0859
Si 5.3773 2.7674 6.3251 0.0125 0.0187 0.2642
Si 2.8375 5.4762 6.1517 0.0558 -0.0413 0.0234
Si 8.172 5.5313 6.0969 0.0177 -0.1006 0.1594
Si -0.0021 8.2426 6.2508 0.0391 0.0336 0.0239
Si 5.5498 8.1888 6.1289 0.0661 -0.1452 0.2757
Si 3.4251 1.9945 7.5889 0.3731 -0.3407 0.2886
Si 10.0542 0.9334 7.2098 -0.5163 0.2542 -0.1976
Si 1.7729 3.742 7.3016 -0.397 0.4114 -0.0363
Si 6.339 4.7269 7.3783 -0.0471 -0.4356 -2.0855
Si 4.6622 6.3926 7.4141 -0.2083 0.4333 -0.1827
Si 9.2396 7.1102 7.4629 0.3033 -0.3716 -0.1049
Si 0.7369 10.1505 7.5252 0.386 -0.4507 0.4538
Si 7.4926 9.0044 7.2557 -0.1833 0.4138 -0.1019
O 0.8406 9.815 9.1995 -0.1745 0.0893 -0.6012
O 1.1386 4.5325 8.6255 0.0806 -0.1072 0.0077
O 5.3108 -1.5153 10.6694 0.138 -0.174 -0.2728
O 6.9534 9.8216 8.6087 0.0891 -0.215 0.1463
O 3.6079 1.6269 9.2248 -0.0626 0.1972 -0.341
O 4.6769 6.6945 9.1208 1.0649 -0.9924 0.3625
O 6.6423 4.7985 9.1573 -0.0193 0.2019 0.9226
O 9.8449 6.1027 8.7135 -0.3297 0.2101 -0.1159
O 2.4583 2.9569 22.7272 -0.1335 0.108 0.3101
O 6.2558 10.8406 22.6208 0.0988 -0.3478 0.3856
O 7.6734 2.2425 22.849 0.1732 -0.0505 0.233
O 0.276 5.6714 22.6289 0.198 -0.2984 0.697
O 2.3181 8.6466 23.0909 0.0899 -0.2065 0.1324
O 8.1845 7.8928 22.7492 -0.133 0.342 0.566
O 5.0278 5.7499 22.6846 -0.2244 0.1776 0.5623
O 11.285 10.5833 22.9556 -0.0934 0.1131 0.1966
Si 0.3483 3.6265 14.968 0.0579 -0.0124 0.2997
Si 6.9292 11.2003 14.0587 0.0349 -0.0765 0.399
Si 3.9102 2.0568 10.7671 -0.6448 -0.599 0.3859
Si 3.3871 1.7193 22.2308 -0.169 -0.0457 -0.4922
Si 1.8636 10.1052 22.5256 -0.0072 0.0763 -0.4009
Si 4.8567 10.2049 12.0265 -0.0849 -0.2829 0.5655
Si 13.3661 11.1826 19.8263 -0.1159 0.0054 -0.4099
Si 6.378 13.4213 16.9899 0.0955 0.0144 0.2789
Si 9.7039 3.3997 19.682 -0.0964 -0.126 -0.0976
Si 2.7474 17.5496 19.3935 0.0586 0.0258 -0.1772
Si -1.4857 13.2647 16.9119 0.027 0 0.2282
Si 1.5912 8.6059 15.6549 0.1067 0.0634 0.1737
Si 1.1407 6.2647 12.1826 0.2124 0.2658 0.5627
Si 10.4407 11.5527 19.0435 0.0653 -0.0058 0.0265
Si 9.586 6.0422 14.0023 0.4012 0.0337 0.4924
Si 5.4489 14.1053 14.3372 -0.1565 -0.304 0.5578
Si 10.9956 5.871 21.0283 0.1228 -0.1147 -0.4846
Si 6.3812 12.4094 22.1746 0.1492 0.121 -0.3654
Si -0.9172 2.0631 10.0657 0.2073 -0.3791 0.5029
Si 5.3812 5.7134 21.1131 -0.0292 -0.0459 -0.3517
Si 6.076 6.2637 9.9354 -1.2566 2.4216 1.3302
Si 7.0312 16.0022 12.4723 0.4074 0.1065 1.4794
Si 2.5401 14.4895 12.9519 -0.1957 0.1264 0.5172
Si 11.5664 10.6123 10.6157 0.1186 -0.1682 0.5546
Si 8.8699 10.9304 11.8361 0.1235 -0.1512 0.5414
Si 13.1767 9.0602 12.636 -0.0199 -0.1768 0.4356
Si 6.7172 3.2305 19.9633 0.1504 0.2085 -0.1695
Si 8.5833 9.2293 18.8481 0.1568 0.1262 -0.0284
Si 8.1406 7.3809 21.2044 -0.1443 -0.0158 -0.4261
Si 6.591 3.417 10.1995 -0.1019 -1.845 1.9584
Si 6.8091 -1.7567 10.0896 -0.2057 0.8716 0.419
Si 6.3306 10.4452 17.0266 -0.1086 -0.0319 0.1534
Si -0.1256 5.0455 9.5102 0.4134 0.1461 0.2184
Si -0.9209 7.5256 16.6562 0.0592 0.0804 0.1498
Si 1.4861 5.8362 16.812 0.0806 0.0807 0.1769
Si 3.6118 9.3299 17.8059 -0.049 -0.0056 0.0895
O 8.4421 11.145 13.4048 0.0456 0.0557 -0.2992
O 7.8396 -0.9856 11.0627 -0.1934 -0.2294 -0.292
O 10.2857 10.1724 11.5457 0.0734 0.0337 -0.2122
O 2.4508 5.6004 18.1167 -0.0599 -0.0006 -0.0403
O 9.5874 6.6927 20.8261 -0.0216 0.063 0.1666
O 4.9261 2.1084 22.5982 -0.0201 0.0418 0.1897
O 9.709 3.4969 18.0385 -0.0025 0.0241 -0.0576
O -3.9738 10.4673 15.5149 0.0234 0.0222 -0.1735
O 3.1008 8.0506 18.6874 0.0163 -0.0011 0.0204
O 0.5146 12.2226 10.2701 -0.0189 0.2002 -0.1792
O 6.8099 17.4073 20.9035 0.0792 0.0748 0.1811
O 6.2296 1.7506 14.0276 0.013 0.0907 -0.1904
O 1.3917 6.5902 20.3448 -0.1649 0.0282 0.1868
O 3.5374 10.6195 18.7924 -0.0482 0.0521 0.1141
O 9.2428 17.8878 15.3237 -0.113 -0.1124 -0.2579
O 7.0883 -3.3671 9.9348 0.0432 -1.3111 -0.4048
O 14.0413 12.4365 20.6275 0.1536 0.1314 0.3437
O 13.5816 13.7181 11.5181 0.208 -0.0883 -0.3749
O -0.8794 3.6795 10.0457 -0.1993 0.1062 -0.1531
O 6.0547 -0.6742 13.0943 -0.0932 -0.0307 -0.301
O 10.8925 17.6004 13.2424 -0.0671 -0.0587 -0.2073
O 4.0883 6.2336 20.2457 0.1013 -0.0051 0.1368
O -3.0292 13.3128 16.3826 -0.0023 0.0276 -0.0772
O 2.0538 7.0264 15.814 -0.0153 -0.0495 -0.0748
O 5.966 5.9369 11.5601 -0.0477 -0.123 -1.3564
O 4.3331 0.75 11.641 0.0078 0.3805 -0.3009
O 6.5693 1.7071 20.558 -0.0753 -0.1555 0.2888
O 8.2855 16.9043 13.0192 -0.4741 -0.1668 -0.4596
O 1.1238 11.6019 18.9477 0.0745 -0.0113 0.0822
O -0.002 17.2685 17.3112 -0.0586 -0.0008 -0.07
O 7.5361 3.8534 11.4861 -0.3148 -0.0286 -1.2819
O 5.4265 14.2484 15.9636 -0.0371 0.0604 -0.2828
O 2.9419 11.2651 23.0064 0.106 0.0416 0.2264
O 10.8063 4.4053 20.31 0.0873 0.0699 0.1119
O 8.9875 8.0538 17.7832 -0.0388 -0.0534 -0.0083
O 7.9077 8.6139 20.1763 -0.0045 0.0196 0.1055
O 12.895 18.5754 11.9108 -0.0233 -0.0721 -0.1609
O 6.419 3.2982 18.378 -0.0031 -0.0386 0.0053
O 1.3539 15.3935 15.9624 -0.017 -0.0472 -0.0892
O 2.2075 16.0854 12.7375 0.018 -0.0406 -0.1712
O 7.4988 10.1829 18.1155 -0.0323 -0.0006 -0.0074
O 5.6189 4.1726 20.6767 -0.047 -0.1077 0.1295
O 2.6221 9.5222 16.5196 -0.0376 -0.0071 -0.0936
O -5.2003 11.9485 17.258 0.0008 -0.0109 -0.0532
O 9.3827 1.5432 8.6403 -0.1181 -0.0593 -0.0173
O 11.0042 8.763 16.2289 0.0235 -0.0756 -0.0561
O 10.5343 13.3505 15.7174 0.0368 0.0318 -0.1481
O 3.9187 14.2039 13.7843 0.0363 0.0171 -0.1955
O -0.9279 1.8266 20.0783 -0.0213 -0.0196 0.0244
O 6.8883 2.0332 9.4158 -0.2732 0.9906 -0.1355
O 9.7714 11.8298 17.5901 -0.0417 -0.0038 -0.0521
O -1.0572 10.0718 19.4167 -0.0842 0.0024 -0.0072
O 1.2587 13.903 13.7885 0.0965 -0.0172 -0.2422
O 12.8877 10.0389 20.8925 -0.0838 -0.124 0.3968
O 10.0438 15.4778 14.4327 -0.1467 0.0715 -0.2006
O 1.5645 9.1086 14.112 -0.0236 0.0784 -0.2448
O 0.4542 5.7993 10.8109 -0.2566 -0.2016 -0.4794
O 8.2265 3.8004 20.2424 -0.0544 -0.0378 0.0178
O 3.8224 9.2589 12.8376 0.1273 0.1028 -0.2079
O -5.785 9.3184 17.2423 0.0729 -0.0025 -0.0957
O 5.0929 3.1748 10.8258 0.9739 0.8742 -0.7736
O 1.8483 10.278 11.6245 -0.0414 0.1738 -0.2546
O 6.2865 4.4353 13.7661 0.173 0.2691 -0.5221
O 9.0171 1.5068 11.2316 -0.0141 0.3069 -0.3153
H 7.7448 1.8237 8.9813 0.318 -0.1519 -0.1469

Results
free energy: -129429.075 eV
free energy less fixed offsets of H -15.97, O -568.88, Si -635.61 eV per atom: -2.185 eV

The program warned: the cutoff lies below the one the program advises for these potential files; the exchange-correlation potential is rough where the density is thin.
